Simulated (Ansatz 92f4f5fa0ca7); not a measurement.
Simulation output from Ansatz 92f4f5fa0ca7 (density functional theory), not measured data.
Periodic cell of 150 atoms, Si88O58N4, from a study of silicon, its oxide and their interface. The atomic structure is a simulated model.

Settings: functional r2SCAN; potential files Ansatz norm-conserving; basis plane waves; wave-function cutoff 1300 eV; density cutoff ratio 4; exchange-correlation grid ratio 1; k mesh 2 x 2 x 1, shifted by 0.5 0.5 0.5 of a step; self-consistency stop 5e-08 eV per atom in the density residual; occupations Fermi-Dirac, 0.05 eV; spin none; net charge 0.

Cell vectors (angstrom)
a	10.88	0	0
b	0	10.88	0
c	0	0	21.4063

Atoms and the computed forces on them: element, x, y, z (angstrom), force x, y, z (eV/angstrom)
Si	0.2397	-0.2298	-0.0269	0.183	-0.0892	-0.3203
Si	2.9132	2.5247	0.1874	0.0478	-0.0583	-0.8482
Si	-0.15	5.6915	0.3954	0.2794	0.0116	-0.5874
Si	2.4974	8.4882	0.0585	0.0075	0.079	-0.739
Si	5.2342	0.3015	0.1238	-0.2598	0.1385	-0.8023
Si	8.3352	3.0959	-0.3176	-0.2608	0.3413	-0.0457
Si	5.8652	5.084	0.03	-0.041	0.1349	-0.5814
Si	8.6497	8.0127	-0.4857	0.5606	-0.2438	-0.119
Si	1.3481	1.3307	1.4118	-0.0692	-0.0342	-0.2939
Si	4.1826	4.0822	1.3895	0.049	0.0599	-0.1252
Si	1.4661	6.8896	1.4682	0.0675	0.1532	-0.1135
Si	4.0858	9.5778	1.3886	-0.0278	-0.0182	-0.0663
Si	7.0156	1.4112	1.1618	0.1391	0.3068	-0.3959
Si	9.5086	4.0945	1.4851	-0.0304	-0.0921	-0.1635
Si	6.911	6.884	1.1511	-0.2004	-0.1575	-0.5519
Si	9.5527	9.4924	1.2527	0.1232	0.1306	-0.4368
Si	-0.0129	2.6962	2.7359	0.0624	-0.0711	0.1086
Si	2.7367	0.0025	2.7697	-0.0265	0.1075	0.3364
Si	-0.0291	8.1714	2.7387	-0.0448	-0.2134	0.1655
Si	2.816	5.4713	2.736	-0.0001	-0.079	-0.0226
Si	5.5589	2.6816	2.6663	-0.0804	-0.1224	0.0647
Si	8.2128	0.0066	2.6082	-0.0663	-0.1351	0.0657
Si	5.4605	8.1351	2.6169	0.0429	0.0092	-0.0887
Si	8.1125	5.506	2.7033	0.1822	0.2276	0.0781
Si	1.3565	4.1117	4.0454	0.0772	0.0422	0.1823
Si	4.15	1.3638	4.0933	0.2028	-0.0686	-0.0883
Si	1.3534	9.5063	4.0783	-0.1012	0.0186	-0.1968
Si	4.1339	6.8171	4.0975	-0.1211	-0.0075	0.0779
Si	6.8005	4.1036	4.0523	-0.1645	-0.0267	-0.105
Si	9.5227	1.3336	4.0752	0.1227	0.1854	-0.0171
Si	6.7806	9.5361	3.9877	0.0909	0.015	0.0273
Si	9.4722	6.8088	4.1225	0.0059	-0.1117	-0.0585
Si	0.0192	-0.0261	5.4017	0.1549	-0.0938	-0.0237
Si	2.7429	2.7513	5.3887	-0.1398	0.1896	-0.1576
Si	-0.0632	5.4108	5.4843	-0.0387	0.1752	-0.1375
Si	2.6853	8.1522	5.4415	0.155	0.0212	0.1323
Si	5.4816	-0.0232	5.4785	-0.2622	0.037	0.0205
Si	8.1549	2.7495	5.4021	-0.0046	-0.0914	0.0063
Si	5.4601	5.4212	5.4375	0.151	-0.042	0.0442
Si	8.0545	8.1673	5.4386	-0.0123	-0.108	-0.0803
Si	1.431	1.3254	6.696	0.059	-0.1606	-0.09
Si	4.1063	4.0695	6.7805	0.0859	0.0233	0.0186
Si	1.2492	6.8434	6.8275	-0.2247	-0.0818	-0.2695
Si	4.0503	9.4874	6.8331	0.0346	-0.0545	0.0451
Si	6.874	1.3844	6.821	0.0754	0.1746	-0.1982
Si	9.434	4.0499	6.8772	-0.0888	0.2363	0.0735
Si	6.7103	6.7769	6.8782	-0.0104	-0.0079	0.0894
Si	9.4413	9.5587	6.6973	0.2161	0.0006	-0.1446
Si	-0.1494	2.422	7.9617	-0.0429	-0.2141	0.2252
Si	2.7764	0.0812	8.2013	0.3646	0.0833	0.1864
Si	-0.1861	8.3018	8.1696	0.0206	-0.1069	0.3875
Si	2.6109	5.37	8.0337	-0.3573	0.0728	0.3894
Si	5.4612	2.6972	8.1617	0.0758	-0.1283	0.1298
Si	8.1987	-0.0459	8.1681	0.0836	0.1359	0.4576
Si	5.1971	7.9831	8.265	-0.4195	0.1309	0.4415
Si	8.0943	5.4964	8.348	-0.0072	-0.1165	0.1228
Si	1.3185	3.7082	9.0749	-0.3085	0.0912	0.3918
Si	4.7251	0.8928	9.562	0.1644	-0.2848	0.172
Si	1.1316	9.8428	9.4419	0.1009	-0.4094	0.2346
Si	2.6685	7.1309	9.653	0.503	-0.3148	0.5484
Si	6.481	4.2449	9.6183	0.0456	0.0253	0.2978
Si	9.7783	1.0033	9.7132	-0.3757	0.4457	0.3369
Si	6.7849	9.3636	9.3094	0.0588	0.0186	0.287
Si	9.1215	7.232	9.6947	-0.2337	0.5151	0.2002
Si	0.6829	-2.1875	13.9258	-0.1261	-0.1497	0.2756
Si	11.5365	0.3901	12.1856	-0.1962	-0.0251	0.6288
Si	8.0055	2.6144	11.8817	0.0107	-0.0517	0.3433
Si	2.6676	6.8516	12.4905	0.0311	-0.0229	1.0628
Si	0.9962	3.2713	13.0977	-0.1589	0.0687	0.7615
Si	13.714	1.9636	11.3629	0.2849	0.3079	0.2672
Si	6.6836	9.3354	15.3766	-0.1815	-0.1542	-0.2189
Si	11.2143	5.576	11.1283	-0.2347	-0.3111	0.2834
Si	5.0865	3.7533	14.2237	-0.1402	-0.0469	0.5413
Si	12.4514	7.4762	16.6483	0.0709	0.0938	-0.1477
Si	-0.6307	4.5397	19.1669	0.3068	0.0704	-0.563
Si	8.9581	-3.4595	14.9274	-0.1936	-0.0269	-0.1714
Si	13.2483	4.8455	14.9559	0.0711	0.0688	0.2271
Si	-4.2588	1.2097	14.262	-0.1995	-0.102	0.2654
Si	9.6926	7.252	18.0709	0.1919	-0.231	-0.6114
Si	4.0151	6.5976	19.3584	-0.0184	-0.0238	-0.1498
Si	4.5374	8.4328	17.1894	0.0035	-0.0267	-0.4174
Si	13.1799	2.1715	18.6021	0.2326	0.1822	-0.3713
Si	-3.2849	0.7613	17.018	-0.0403	0.046	-0.196
Si	4.9889	0.3744	18.5233	0.0572	-0.0264	-0.5155
Si	1.9775	4.8113	17.7155	-0.0229	0.061	-0.1875
Si	5.3542	5.6915	11.9674	0.1048	-0.0104	0.2022
Si	7.6172	5.0331	13.6608	0.1165	0.0687	0.5149
Si	10.1044	1.5297	18.9426	0.1389	-0.0443	-0.6187
O	-0.6564	0.4275	20.1406	0.2753	-0.1745	0.3813
O	1.3877	-1.3234	-0.6133	-0.1414	0.1503	0.6697
O	7.0435	4.1071	-0.6623	0.0045	-0.0157	0.45
O	4.1128	1.4638	-0.1277	0.0833	-0.0644	0.215
O	0.3293	5.0593	20.3727	-0.3137	-0.02	0.3054
O	-1.2378	6.7996	-0.0767	-0.1035	0.0029	-0.1142
O	3.3352	7.7796	20.2432	-0.0618	-0.0476	0.18
O	2.278	13.7166	20.0908	0.2178	-0.1116	0.5266
O	5.4997	-0.1614	19.9666	0	0.0815	0.5845
O	6.2598	1.202	17.874	-0.1083	-0.276	0.089
O	5.2744	2.139	14.2744	0.2402	0.1304	-0.1958
N	9.4793	3.0342	19.6156	-0.5914	-0.0033	0.7771
O	4.9825	5.6114	20.1719	0.0511	0.1082	0.1217
O	6.1655	-0.3552	14.3787	0.2404	0.1707	0.2437
O	9.0243	8.2136	19.2313	-0.4657	0.0051	1.3157
O	2.0994	2.6322	10.069	-0.0762	0.2559	-0.1413
O	5.4981	5.3787	10.3728	0.1734	-0.391	-0.1592
O	4.3724	1.6767	10.9812	-0.2787	-0.1324	-0.1682
O	11.0842	1.8521	12.8532	0.2982	-0.1453	-0.4097
O	1.938	8.2142	13.005	-0.0102	-0.1377	-0.1682
O	2.234	8.6882	10.0354	-0.3058	-0.3344	-0.2213
O	4.2893	6.9283	12.1994	-0.2141	-0.2452	-0.2577
O	6.9437	3.2544	10.8451	0.0579	0.1168	-0.1741
N	12.784	6.2953	11.0802	0.4533	0.4711	-0.7605
O	11.2298	-0.6916	13.3782	0.2157	0.211	-0.493
N	10.9437	-0.0306	10.5767	0.1888	-0.2532	-0.6097
O	7.9456	8.3822	10.1477	-0.0498	-0.2511	-0.5882
O	5.8035	10.5703	10.04	-0.1485	0.1432	-0.532
O	9.9611	6.6442	11.0262	-0.0813	-0.0067	-0.3136
O	11.0492	4.6472	9.8175	0.3424	0.0272	0.1832
N	1.9128	-5.0806	16.2945	0.0715	-0.2859	0.1625
O	6.5096	-6.4729	14.7009	-0.0171	0.0103	-0.5671
O	-0.7032	7.8373	13.923	0.1837	0.0521	0.0921
O	7.4514	-0.8323	16.6408	-0.0991	0.1597	-0.0423
O	5.4446	8.3562	15.8283	0.0612	0.2053	0.2944
O	3.8518	4.1881	15.1768	-0.0811	0.0818	-0.4314
O	11.3335	15.2148	17.9904	-0.11	0.0203	0.3536
O	2.4434	5.8243	13.6987	0.0184	0.1106	-0.3739
O	8.6539	-5.0011	14.5453	-0.128	0.0964	-0.1713
O	9.1379	1.9503	10.928	0.2005	-0.3363	-0.3939
O	13.1354	0.5123	11.8567	-0.176	0.4538	-0.0642
O	12.1159	3.6827	14.6693	0.2017	0.115	-0.6448
O	7.4131	1.453	12.8632	0.0401	0.3002	-0.1911
O	9.1484	7.5033	16.5434	0.1492	-0.0227	0.3307
O	8.4286	3.8502	12.8785	-0.2271	-0.1952	-0.3309
O	7.5638	-9.3311	15.573	-0.211	-0.2778	-0.0264
O	4.8377	4.3425	12.7233	0.0952	0.2045	-0.1316
O	2.5198	3.0318	12.5481	-0.052	-0.33	-0.3494
O	6.8225	6.0164	12.6087	-0.1905	-0.2437	-0.1294
O	9.2956	5.7338	18.5721	0.2654	-0.0068	0.2779
O	7.7214	8.4017	14.5628	0.1	-0.0083	0.2236
O	11.3303	7.4518	17.8571	-0.3289	0.0606	0.1684
O	11.9875	-2.3681	15.48	-0.0484	-0.1562	-0.153
O	11.1339	-6.3375	12.4004	0.1029	0.2769	-0.4442
O	13.6665	5.7048	18.7903	0.0947	0.0297	0.1058
O	0.7736	1.599	18.3213	-0.2309	0.0421	0.3431
O	-1.8859	1.0424	17.8096	0.2648	0.0285	0.4075
O	4.7341	-0.9313	17.6345	0.0675	0.1142	0.2833
O	2.954	-2.692	17.0645	0.0475	-0.0479	0.1215
O	3.5524	12.0193	18.4922	-0.0149	0.0044	0.1734
O	5.0004	7.2896	18.2444	-0.3396	-0.0271	0.2638
O	2.6955	3.3564	17.5304	-0.2824	-0.0032	0.4274

Results
free energy: -38445.342 eV
free energy less fixed offsets of N -289.75, O -463.61, Si -117.95 eV per atom: -17.362 eV
pressure: -2.41 GPa
stress xx, yy, zz, yz, xz, xy (GPa, positive in tension): 2.8, 2.12, 2.33, -0.6, -1.24, -1.15
